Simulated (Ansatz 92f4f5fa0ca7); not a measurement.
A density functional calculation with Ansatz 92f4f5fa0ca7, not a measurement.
Periodic cell of 223 atoms, Si133O90, from a study of silicon, its oxide and their interface. The atomic structure is a simulated model.
Doubt: the cutoff is far below the 930 eV that the study's wrapper takes by default for these files, so forces and energies are approximate.
This geometry differs little from another in the collection (a relaxation step or a small displacement).

Settings: functional PBE; potential files Ansatz PAW; basis plane waves; wave-function cutoff 580 eV; density cutoff ratio 5; exchange-correlation grid ratio 1; k mesh 1 x 1 x 1, Gamma-centred; self-consistency stop 5e-08 eV per atom in the density residual; occupations fixed; spin none; net charge 0.

Cell vectors (angstrom)
a, 10.938, 0, 0
b, 0, 10.938, 0
c, 0, 0, 32.4675

Atoms: element, x, y, z (angstrom)
Si, 0.194, -0.1652, 25.063
Si, 5.3929, 0.1447, 24.9509
Si, 3.109, 2.3717, 24.9586
Si, 8.055, 3.0379, 24.998
Si, -0.2191, 5.8085, 24.8526
Si, 5.8067, 5.2373, 25.1891
Si, 2.4608, 8.5579, 24.9814
Si, 8.5134, 8.088, 25.0436
Si, 1.4354, 1.3832, 26.3147
Si, 6.9218, 1.3722, 26.2718
Si, 4.1392, 4.0437, 26.3101
Si, 9.654, 4.181, 26.267
Si, 1.3944, 6.8632, 26.2417
Si, 6.9427, 6.8796, 26.3809
Si, 4.1463, 9.5751, 26.2888
Si, 9.638, 9.5878, 26.4202
Si, 2.7631, -0.0155, 27.6942
Si, 8.2138, 0.0032, 27.6938
Si, 0.0249, 2.7487, 27.6478
Si, 5.5035, 2.6892, 27.6888
Si, 2.7416, 5.4532, 27.6315
Si, 8.2637, 5.4653, 27.7135
Si, 0.0424, 8.166, 27.715
Si, 5.4767, 8.1943, 27.6776
Si, 4.1018, 1.3673, 29.0492
Si, 9.5708, 1.3673, 29.0492
Si, 1.3673, 4.1018, 29.0492
Si, 6.8362, 4.1018, 29.0492
Si, 4.1018, 6.8362, 29.0492
Si, 9.5708, 6.8362, 29.0492
Si, 1.3673, 9.5708, 29.0492
Si, 6.8362, 9.5708, 29.0492
Si, 0, 0, 30.4165
Si, 5.469, 0, 30.4165
Si, 2.7345, 2.7345, 30.4165
Si, 8.2035, 2.7345, 30.4165
Si, 0, 5.469, 30.4165
Si, 5.469, 5.469, 30.4165
Si, 2.7345, 8.2035, 30.4165
Si, 8.2035, 8.2035, 30.4165
Si, 1.3673, 1.3673, 31.7837
Si, 6.8362, 1.3673, 31.7837
Si, 4.1018, 4.1018, 31.7837
Si, 9.5708, 4.1018, 31.7837
Si, 1.3673, 6.8362, 31.7837
Si, 6.8362, 6.8362, 31.7837
Si, 4.1018, 9.5708, 31.7837
Si, 9.5708, 9.5708, 31.7837
Si, 2.7345, 0, 0.6835
Si, 8.2035, 0, 0.6835
Si, 0, 2.7345, 0.6835
Si, 5.469, 2.7345, 0.6835
Si, 2.7345, 5.469, 0.6835
Si, 8.2035, 5.469, 0.6835
Si, 0, 8.2035, 0.6835
Si, 5.469, 8.2035, 0.6835
Si, 4.1018, 1.3673, 2.0507
Si, 9.5708, 1.3673, 2.0507
Si, 1.3673, 4.1018, 2.0507
Si, 6.8362, 4.1018, 2.0507
Si, 4.1018, 6.8362, 2.0507
Si, 9.5708, 6.8362, 2.0507
Si, 1.3673, 9.5708, 2.0507
Si, 6.8362, 9.5708, 2.0507
Si, 0, 0, 3.418
Si, 5.469, 0, 3.418
Si, 2.7345, 2.7345, 3.418
Si, 8.2035, 2.7345, 3.418
Si, 0, 5.469, 3.418
Si, 5.469, 5.469, 3.418
Si, 2.7345, 8.2035, 3.418
Si, 8.2035, 8.2035, 3.418
Si, 1.3575, 1.3169, 4.7733
Si, 6.8004, 1.3803, 4.7933
Si, 4.0544, 4.1384, 4.7933
Si, 9.515, 4.1438, 4.7672
Si, 1.3401, 6.8469, 4.7825
Si, 6.794, 6.9108, 4.8046
Si, 4.0985, 9.5906, 4.851
Si, 9.5564, 9.5495, 4.7005
Si, 2.6738, -0.0593, 6.2507
Si, 8.1662, -0.0866, 6.039
Si, -0.1649, 2.6318, 6.0227
Si, 5.4048, 2.736, 6.1684
Si, 2.6375, 5.4917, 6.2006
Si, 8.1464, 5.5159, 6.1395
Si, -0.1629, 8.1023, 6.0891
Si, 5.4622, 8.271, 6.298
Si, 3.7394, 1.6947, 7.4811
Si, 9.6465, 1.0519, 7.4198
Si, 1.3533, 3.7964, 7.2804
Si, 6.5378, 4.4011, 7.392
Si, 4.2637, 6.6429, 7.5193
Si, 9.2672, 6.9992, 7.6206
Si, 0.9003, 9.7074, 7.3577
Si, 7.1675, 9.4099, 7.5882
O, 9.5496, 6.9211, 24.5175
O, 4.2573, 1.2635, 24.5489
O, 8.2148, 8.2058, 8.0921
O, 2.567, 2.8117, 7.7866
O, 6.8747, 4.123, 24.5722
O, 1.3067, 9.6645, 24.5542
O, 3.7876, 7.2552, 8.9892
O, 0.0077, 0.1027, 7.7592
O, 5.3807, 5.4796, 7.863
O, 6.8745, 10.4159, 8.9
O, 9.8237, 6.2496, 9.0072
O, 2.7222, 10.3438, 9.49
O, 4.2625, 1.4015, 9.037
O, 0.3455, 4.0619, 8.5662
O, 8.9112, 1.2612, 8.8996
O, 0.5313, 10.404, 11.038
O, 8.0985, 8.9217, 23.6831
O, 8.7608, 2.5245, 23.599
O, 5.0862, 6.1123, 24.0005
O, 2.5455, 2.7811, 23.4873
O, 10.3806, 0.4141, 23.7143
O, 0.2948, 5.3461, 23.3515
O, 3.0243, 8.0621, 23.5288
O, 5.9843, 10.4919, 23.518
Si, 9.8696, 1.6511, 22.7809
Si, 2.9013, 7.6979, 21.9516
Si, 4.9054, 10.1199, 15.5801
Si, 9.8384, -0.0682, 17.8041
Si, 4.5471, 0.5477, 13.0003
Si, 4.7561, 5.2356, 11.7222
Si, 7.6772, 0.6311, 9.7843
Si, 1.785, 2.851, 22.0628
Si, 6.1325, 2.65, 19.3486
Si, 6.1203, 7.6404, 18.5154
Si, 6.8139, 3.5197, 10.2802
Si, 3.308, 12.6014, 19.598
Si, 2.7219, 6.8624, 10.1716
Si, 5.5422, 15.0882, 14.409
Si, 10.9657, -2.864, 17.7106
Si, 13.4478, -1.741, 17.0238
Si, 8.0532, 11.3672, 20.4769
Si, 3.3565, 11.6597, 10.2001
Si, 6.7618, 7.3264, 12.8517
Si, 9.7991, 6.0272, 19.6205
Si, -4.0404, -1.5332, 22.6945
Si, 6.0977, 6.5645, 15.7657
Si, 12.4427, 12.1531, 16.9616
Si, 7.4005, 10.4468, 12.5753
Si, 11.0634, 5.317, 9.5715
Si, 5.4079, 6.5693, 22.482
Si, 6.982, 5.4676, 20.3836
Si, 1.9889, 2.0352, 13.937
Si, 5.9424, 1.8167, 16.3143
Si, 1.5231, 9.4457, 10.1422
Si, 0.8269, 0.9701, 11.6364
Si, -2.732, 4.7425, 12.8284
Si, 0.8573, 5.525, 21.8183
Si, 3.9267, -1.3951, 19.6898
Si, 19.5245, 6.7099, 17.2641
Si, 7.8411, 10.7143, 15.4135
Si, -0.039, 3.6184, 12.2875
O, 10.7878, 7.2416, 19.1205
O, 2.0995, 1.6079, 10.7803
O, 18.5851, 6.1273, 16.0924
O, 1.7532, 13.0182, 15.569
O, 9.0258, 10.4047, 16.465
O, 0.207, 2.5397, 22.3195
O, 2.1741, 8.1924, 10.9726
O, -5.5925, 4.1409, 10.6565
O, 6.7761, 1.3813, 20.1421
O, 12.3653, -2.9555, 16.8594
O, 5.4679, 7.3043, 17.0623
O, -0.3351, 13.0729, 11.5916
O, 6.1063, 7.3729, 14.3517
O, 1.204, 11.705, 13.2283
O, 7.3648, 12.2429, 15.708
O, 5.7236, 6.5517, 11.8494
O, 4.2998, 10.2855, 14.0723
O, 9.1629, 1.1269, 21.4266
O, -0.1646, 9.6076, 18.2071
O, 5.9493, 6.3349, 19.4647
O, 6.2563, 2.5288, 17.7269
O, -0.235, 5.1701, 20.6519
O, 7.7309, 7.8041, 18.1924
O, 7.2896, 3.9652, 8.789
O, 17.1386, 0.6106, 12.9309
O, 1.9944, 4.3902, 21.5726
O, 9.1819, 5.4656, 18.186
O, 1.4732, 6.19, 9.4105
O, -2.542, -0.4151, 13.8828
O, 9.8449, 7.5326, 16.6503
O, 6.7439, 1.8898, 10.261
O, 8.1343, 6.3974, 12.8263
O, -3.9414, 3.9494, 19.8135
O, 10.8568, 1.1907, 17.4552
O, 4.0545, 11.1552, 19.7245
O, 5.3814, 8.9144, 19.224
O, 8.1599, -0.0633, 11.1942
O, 15.4634, 2.7628, 19.6614
O, 6.9488, -2.0649, 12.3756
O, 5.2003, 5.2434, 15.5601
O, 0.8492, 8.8607, 8.7788
O, 4.1945, 0.1577, 11.4664
O, 6.4136, 5.4406, 21.9
O, 1.309, 3.395, 13.2412
O, 7.4798, -0.8807, 21.3037
O, 4.0151, 6.551, 21.6451
O, 16.2168, 2.7672, 15.1887
O, 7.0931, 4.2003, 13.8951
O, 13.7426, 9.1336, 18.6109
O, 3.5714, 12.7377, 13.4744
O, 6.0231, 8.0784, 22.3414
O, 4.8681, -10.3621, 16.4644
O, 3.3089, 9.0276, 21.1053
O, 7.8921, 4.1153, 11.3481
O, 17.4509, -1.2029, 15.6103
O, 2.4275, 1.7797, 18.2064
O, 3.3144, 5.7836, 11.2289
O, 4.5624, 4.4527, 13.1434
O, 0.0381, 4.7641, 11.1074
O, 12.8459, -0.3076, 16.555
O, 8.4228, 6.2407, 20.4883
O, 1.4426, 7.0437, 21.6144
O, 8.7954, 11.1059, 19.0378
O, 25.7659, -1.9221, 16.1929
O, 2.3506, 1.8575, 20.9047
O, -1.2637, 4.1551, 13.2428

Results
free energy: -135734.102 eV
free energy less fixed offsets of O -568.88, Si -635.61 eV per atom: 1.228 eV

Forces (eV/angstrom), in the order of the atoms: element, x, y, z
Si, 0.001, -0.0011, 0.0105
Si, 0.0013, 0.0018, 0.0178
Si, 0.0069, -0.0069, 0.0128
Si, 0.0012, 0.0013, 0.0135
Si, -0.0007, 0.0027, 0.0093
Si, 0.0048, -0.0023, 0.0059
Si, -0.0016, 0.0015, 0.009
Si, 0.0037, -0.0023, 0.0084
Si, 0.0024, -0.0023, 0.0021
Si, -0.0024, 0.0038, -0.0011
Si, 0.0041, -0.0025, 0.0037
Si, -0.0029, 0.0015, 0.0008
Si, -0.0026, 0.0032, 0.0014
Si, 0.0023, -0.0001, 0.0027
Si, -0.0004, 0.0059, -0.0004
Si, 0.0028, -0.0016, 0.0026
Si, 0.0001, 0.0004, -0.0006
Si, 0.0003, -0.0015, -0.0019
Si, 0.0007, -0.0006, -0.0006
Si, -0.0026, -0.0022, -0.0019
Si, 0.0002, -0.001, -0.0001
Si, -0.001, -0.0008, 0.0009
Si, 0.0009, 0.0004, -0.0018
Si, 0.0004, -0.0024, 0.0001
Si, 0.1188, -0.1073, 0.1787
Si, 0.1314, 0.1813, -0.1365
Si, 0.0294, 0.1093, -0.1716
Si, 0.1254, -0.0681, -0.0299
Si, -0.0732, -0.1361, -0.2155
Si, 0.2701, -0.025, 0.4418
Si, 0.2102, -0.0937, 0.1662
Si, -0.1052, 0.0686, -0.0134
Si, 0.0396, 0.0298, -0.037
Si, -0.0427, 0.0082, 0.0249
Si, 0.042, 0.0403, -0.0481
Si, 0.0142, 0.0721, 0.0038
Si, 0.001, 0.0814, 0.029
Si, -0.0073, -0.0072, -0.0406
Si, -0.0365, 0.0744, 0.0179
Si, 0.0299, 0.003, -0.0283
Si, -0.0018, -0.0208, -0.0193
Si, 0.0311, -0.0202, -0.0248
Si, -0.0051, -0.0244, -0.0126
Si, 0.0085, -0.0322, -0.0245
Si, -0.0027, -0.0648, -0.0226
Si, -0.0004, 0.0052, -0.0096
Si, 0.0519, -0.0399, -0.0193
Si, -0.0056, 0.0136, -0.0101
Si, -0.0128, -0.022, 0.0085
Si, -0.0489, 0.0315, 0.0309
Si, -0.0212, 0.0351, 0.0177
Si, -0.0313, 0.0411, 0.0173
Si, -0.0138, 0.0478, 0.0272
Si, 0.0351, -0.0039, 0.0159
Si, 0.0452, -0.0216, 0.0137
Si, -0.0525, 0.0735, 0.0197
Si, -0.0159, -0.0253, 0.025
Si, 0.04, -0.0444, 0.0321
Si, -0.0323, -0.0865, 0.016
Si, -0.0158, -0.0594, 0.0151
Si, 0.0363, -0.0709, 0.0237
Si, -0.0669, -0.0449, -0.0123
Si, -0.0482, 0.0548, -0.0271
Si, 0.0336, -0.0994, -0.0152
Si, 0.1779, -0.2233, -0.4432
Si, -0.1734, -0.0163, 0.1364
Si, -0.1427, -0.0359, 0.0772
Si, -0.2783, 0.1042, -0.0156
Si, -0.013, -0.0148, -0.095
Si, -0.0964, 0.2355, 0.1785
Si, 0.0955, 0.1668, 0.2956
Si, -0.3651, -0.0691, -0.5046
Si, 0.0107, 0.0102, -0.0114
Si, -0.0036, -0.0076, 0.0052
Si, -0.0018, 0.0009, -0.0029
Si, -0.0053, -0.0014, -0.0046
Si, 0.0072, -0.0195, 0.006
Si, -0.0021, -0.0079, -0.0038
Si, 0.007, 0.0022, -0.0037
Si, -0.0157, -0.0345, 0.0004
Si, 0.026, 0.0311, -0.0305
Si, -0.0105, 0.0068, -0.0071
Si, 0.0002, 0.0022, 0.0063
Si, 0.0108, 0.0017, -0.0089
Si, -0.0033, -0.0041, -0.004
Si, 0.0284, 0.0414, 0.0484
Si, -0.0073, 0.0322, 0.0301
Si, -0.0078, -0.0058, -0.0049
Si, -0.0312, -0.0026, -0.0023
Si, 0.0222, -0.0037, -0.0133
Si, 0.0083, 0.0006, 0.0046
Si, 0.0056, 0.0046, -0.0126
Si, 0.0081, -0.0017, -0.0012
Si, -0.0234, -0.0317, -0.1194
Si, -0.0762, 0.2785, -0.342
Si, 0.0145, -0.0008, 0.0058
O, 0.0017, 0.0013, -0.0017
O, 0, -0.0011, -0.0087
O, -0.0122, 0.0219, 0.0271
O, 0.0098, -0.0046, -0.0094
O, -0.002, 0.0003, -0.0033
O, 0.0014, 0.0004, -0.0053
O, -0.002, 0.0047, 0.0056
O, -0.0025, -0.0316, -0.0574
O, -0.0102, 0.0166, 0.0096
O, -0.0007, -0.0036, -0.0043
O, 0.032, -0.0171, 0.0702
O, 0.0414, -0.0801, 0.1184
O, -0.0236, -0.0163, 0.0318
O, -0.0105, 0.0069, 0.0071
O, -0.0055, -0.0062, 0.0199
O, -0.025, 0.026, 0.0076
O, -0.0016, 0.0022, 0.0005
O, 0.0025, -0.001, -0.0016
O, 0.0008, 0.0008, -0.0007
O, -0.0048, 0.005, -0.0034
O, -0.0011, 0.0016, 0.0007
O, 0.0036, -0.0009, -0.0032
O, 0.0018, -0.0018, -0.0002
O, 0.001, -0.0021, 0.0008
Si, -0.0004, 0.0015, 0.0004
Si, 0.0012, -0.002, 0.0004
Si, 0.0047, 0.0007, 0.0043
Si, 0.0011, 0.0002, 0.005
Si, -0.0091, -0.0175, -0.0198
Si, -0.0058, 0.0012, -0.0043
Si, 0.0059, 0.0089, -0.0077
Si, 0.0006, 0.0056, 0.0006
Si, 0.0055, 0.0002, 0.0025
Si, 0.0002, -0.0002, 0.0051
Si, 0.0009, -0.0022, -0.0101
Si, 0.0003, -0.0026, 0.0034
Si, 0.0002, 0.0018, -0.014
Si, 0, 0.0016, 0.004
Si, 0.0015, -0.0012, 0.004
Si, -0.0002, -0.0002, 0.0062
Si, 0.0027, -0.0016, 0.0004
Si, 0.004, -0.0317, -0.0416
Si, -0.0001, -0.0003, 0.0047
Si, 0.0034, -0.0021, 0.0035
Si, -0.0001, 0.0011, 0.0002
Si, 0.0001, 0.0002, 0.005
Si, -0.0004, -0.0001, 0.0062
Si, -0.0011, 0.0078, -0.0068
Si, 0.0133, 0.0041, -0.0019
Si, 0.0016, -0.0009, -0.0023
Si, -0.0007, -0.0003, 0.0008
Si, 0.0023, -0.0079, -0.002
Si, 0.0096, 0.0071, 0.0044
Si, 0.0651, -0.0777, -0.0543
Si, -0.003, 0.0114, 0.0205
Si, 0.0011, -0.0008, 0.0011
Si, 0.0015, -0.0021, 0.0007
Si, -0.0006, -0.0019, 0.0025
Si, 0.0018, -0.001, 0.004
Si, 0.0006, 0.0056, 0.0079
Si, 0.002, -0.001, 0.0021
O, 0.0014, 0, 0.001
O, 0.0092, -0.0307, -0.0094
O, 0.0059, -0.0009, 0.0011
O, 0.0018, -0.0026, -0.0097
O, -0.0055, 0.0019, -0.0077
O, 0.0013, 0.0005, 0.0042
O, -0.0407, 0.0797, -0.0327
O, 0.0065, -0.0017, -0.0007
O, 0.0006, 0.0022, -0.0004
O, 0.0028, 0.0002, -0.0009
O, 0.0002, 0.0008, -0.0008
O, 0.007, -0.0019, 0.0016
O, 0.0018, 0.0039, -0.0054
O, 0.0082, 0.0079, -0.0052
O, -0.0089, -0.0045, 0.0045
O, 0.0025, -0.0003, 0.0004
O, 0.0073, 0.018, -0.0273
O, -0.002, -0.0015, -0.001
O, 0.0008, 0.003, 0.0008
O, 0.0021, 0.0007, 0.0004
O, -0.0025, -0.0054, -0.0103
O, -0.0011, 0.0016, 0.0015
O, 0.0029, 0.0007, 0.0001
O, -0.0006, -0.0068, 0.0181
O, -0.0153, -0.0121, 0.0013
O, 0.0008, -0.0028, 0.0071
O, 0, 0.0016, -0.0005
O, -0.0166, -0.0043, -0.0121
O, 0.0055, -0.0012, 0.0009
O, 0.0005, 0.0003, -0.0005
O, 0.0051, 0.0068, -0.0012
O, -0.0005, 0.0035, 0.0004
O, -0.0014, -0.0039, 0.0005
O, 0.0038, 0.0005, -0.0011
O, -0.0022, 0.0035, 0.0008
O, 0.0021, -0.0006, 0.0009
O, -0.0023, -0.0015, 0.0108
O, 0.0015, 0.0006, 0.0011
O, -0.0021, -0.0103, 0.0006
O, 0.0024, -0.0052, -0.0041
O, 0.0253, -0.1744, 0.4309
O, 0.012, 0.0455, 0.0224
O, 0.0024, 0.0004, 0.0035
O, 0, -0.0054, -0.0041
O, 0.003, 0.0026, -0.0005
O, 0.0005, 0.0009, 0.003
O, 0.0064, 0.0005, 0.0023
O, -0.0067, 0.0005, 0.0028
O, 0.0018, 0.0017, 0.0003
O, -0.0099, -0.0109, -0.0031
O, 0.0002, -0.0014, 0.0044
O, 0.0022, -0.0013, -0.002
O, 0.0027, 0.0029, -0.0011
O, 0.0008, 0.0024, -0.0013
O, 0.0052, 0.0037, 0.003
O, -0.0002, 0, -0.0003
O, 0.0139, -0.0143, 0.0115
O, 0.0043, -0.0017, 0.0074
O, -0.0013, -0.0027, 0.0014
O, 0.0023, -0.0025, -0.0005
O, 0.0015, 0.0005, 0.0028
O, 0.0001, 0.0004, 0.0031
O, 0.0016, 0.0002, 0.0025
O, 0.0024, 0.0002, -0.0005
O, 0.0033, -0.0004, -0.0009
O, 0.003, -0.0019, -0.0019

The program warned: the cutoff lies below the one the program advises for these potential files; the forces do not sum to zero within the program's tolerance; the exchange-correlation potential is rough where the density is thin.
